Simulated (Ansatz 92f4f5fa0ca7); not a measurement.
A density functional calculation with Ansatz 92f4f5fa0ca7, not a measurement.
Periodic cell of 224 atoms, Si134O86N4, from a study of silicon, its oxide and their interface. The atomic structure is a simulated model.
This geometry differs little from another in the collection (a relaxation step or a small displacement).

Settings: functional r2SCAN; potential files Ansatz PAW; basis plane waves; wave-function cutoff 800 eV; density cutoff ratio 5; exchange-correlation grid ratio 1; k mesh 1 x 1 x 1, shifted by 0.5 0.5 0 of a step; self-consistency stop 1e-10 eV per atom in the density residual; occupations fixed; spin none; net charge 0.

Cell vectors (angstrom)
a, 10.88, 0, 0
b, 0, 10.88, 0
c, 0, 0, 32.3105

Atoms and the computed forces on them: element, x, y, z (angstrom), force x, y, z (eV/angstrom)
Si, -0.2737, 0.2236, -0.058, -0.0078, -0.0121, -0.0784
Si, 2.8526, 2.5661, -0.0661, -0.0121, 0.0174, -0.0657
Si, -0.1282, 5.4472, -0.0659, -0.0036, -0.0203, -0.0655
Si, 2.8218, 7.9358, 0.0746, -0.0145, -0.0021, -0.0707
Si, 5.1567, 0.3805, -0.2313, 0.0182, -0.0071, -0.0801
Si, 8.3966, 2.5859, -0.1076, -0.0026, 0.0019, -0.0894
Si, 5.317, 5.9757, -0.0505, 0.0131, 0.006, -0.0704
Si, 8.5931, 7.711, 0.2012, -0.024, -0.0085, -0.0588
Si, 1.3507, 1.3555, 1.2467, 0, 0.0007, 0.0093
Si, 4.1566, 4.1749, 1.0914, -0.0033, 0.0001, 0.0153
Si, 1.3684, 6.6664, 1.322, -0.0073, 0.0031, 0.0053
Si, 4.0961, 9.5871, 1.1356, 0.0035, 0.0011, 0.0158
Si, 6.7628, 1.4125, 1.1542, 0.0017, -0.0026, 0.0148
Si, 9.512, 4.0514, 1.3173, -0.0001, 0.0044, 0.0124
Si, 6.8653, 6.8132, 1.4793, 0.001, -0.0054, 0.0112
Si, 9.5889, 9.4896, 1.2991, -0.0001, 0.0023, 0.0107
Si, 0.0057, 2.6978, 2.6385, 0.0004, 0.004, -0.0052
Si, 2.7379, -0.0015, 2.5763, -0.0043, -0.0057, 0.0003
Si, 0.05, 8.1159, 2.6542, 0.0059, 0.0019, -0.0039
Si, 2.7888, 5.3857, 2.62, 0.0013, -0.009, -0.0029
Si, 5.4476, 2.7784, 2.5385, 0.0007, 0.0047, 0
Si, 8.1193, 0.0021, 2.5489, -0.0024, -0.0013, -0.0067
Si, 5.4456, 8.2747, 2.6231, -0.0002, 0.0004, -0.0011
Si, 8.1626, 5.3623, 2.7352, -0.0036, 0.004, -0.0013
Si, 1.3868, 4.0586, 3.9766, -0.0004, 0.0036, 0.0022
Si, 4.0831, 1.3989, 3.9094, 0.0031, 0.0009, 0.0032
Si, 1.4114, 9.5017, 3.969, -0.0021, 0.0008, 0.0031
Si, 4.0989, 6.829, 3.9385, -0.0059, 0.0049, 0.0013
Si, 6.777, 4.0284, 4.0237, -0.0016, -0.0021, -0.0003
Si, 9.4977, 1.3351, 3.9416, 0.0015, -0.0025, 0.0051
Si, 6.7936, 9.5868, 3.9933, -0.0003, -0.0008, 0.0026
Si, 9.5237, 6.7974, 4.0054, -0.001, -0.0051, 0.0052
Si, 0.0065, -0.0116, 5.2875, -0.0003, -0.001, -0.0006
Si, 2.7282, 2.7046, 5.3217, -0.0019, 0.0002, -0.0013
Si, 0.0233, 5.4363, 5.337, 0.0001, 0.0004, -0.0004
Si, 2.7438, 8.1515, 5.3407, 0.001, -0.0012, -0.0009
Si, 5.4261, 0.0559, 5.3303, -0.0008, 0.0005, -0.0007
Si, 8.1589, 2.684, 5.347, -0.0005, 0.0014, -0.0004
Si, 5.4332, 5.4577, 5.3131, -0.0003, -0.0028, -0.0001
Si, 8.1457, 8.1823, 5.322, -0.0005, -0.0007, -0.0005
Si, 1.3548, 1.3533, 6.6651, -0.0011, 0.0006, -0.0006
Si, 4.062, 4.0973, 6.6634, 0.0004, 0.0002, -0.0006
Si, 1.3624, 6.8107, 6.6993, -0.0007, -0.0003, -0.0003
Si, 4.0858, 9.536, 6.6851, 0, -0.0005, -0.0003
Si, 6.7935, 1.369, 6.7195, -0.0005, -0.0006, 0.0004
Si, 9.5141, 4.0806, 6.6806, 0, 0.0006, -0.0005
Si, 6.7824, 6.814, 6.6681, -0.0007, 0.0015, -0.0007
Si, 9.5262, 9.5336, 6.6597, -0.0004, 0.0001, -0.0003
Si, 0.0044, 2.7242, 8.0274, 0.0006, 0.0002, -0.0001
Si, 2.6931, -0.0108, 8.0351, 0, 0, -0.0007
Si, -0.0234, 8.1778, 8.0323, -0.0001, -0.0005, 0.0001
Si, 2.7146, 5.439, 8.0427, -0.0009, 0.0002, 0.0002
Si, 5.4167, 2.754, 8.0311, 0.0006, -0.0002, 0.0001
Si, 8.1812, 0.0008, 8.0374, 0.0003, -0.0003, 0.0002
Si, 5.4385, 8.1642, 8.0432, -0.0006, -0.0007, 0.0002
Si, 8.1384, 5.4629, 8.02, -0.0004, -0.0017, -0.0003
Si, 1.3205, 4.1162, 9.3971, -0.0006, -0.0001, 0.0004
Si, 4.0564, 1.369, 9.3612, -0.0015, -0.0015, -0.0001
Si, 1.3244, 9.5217, 9.4106, 0.002, -0.0001, -0.0003
Si, 4.0657, 6.7991, 9.4018, 0.0008, 0.0009, -0.0004
Si, 6.7703, 4.1185, 9.3825, 0.001, -0.0001, -0.0005
Si, 9.543, 1.3644, 9.3964, -0.0002, 0.0005, -0.0002
Si, 6.8387, 9.5027, 9.3781, -0.0005, 0.0005, 0.0001
Si, 9.4663, 6.847, 9.3819, 0.0004, -0.0002, 0.0001
Si, -0.0195, -0.0053, 10.8101, 0.0005, 0.001, -0.0012
Si, 2.6786, 2.7227, 10.7099, 0.002, -0.0004, -0.0022
Si, -0.0738, 5.5069, 10.7274, -0.0002, 0.0006, -0.0004
Si, 2.6579, 8.1219, 10.7448, -0.0018, -0.0004, 0.0005
Si, 5.4634, -0.0071, 10.6566, 0.0012, -0.0017, -0.0016
Si, 8.1602, 2.7546, 10.6836, -0.0001, -0.0026, 0.0001
Si, 5.4458, 5.4813, 10.7874, -0.0015, -0.0012, -0.0018
Si, 8.1611, 8.189, 10.8285, -0.0006, -0.0014, -0.0013
Si, 1.3551, 1.3812, 12.1195, 0.0006, 0.0018, 0.0004
Si, 4.0411, 4.0714, 12.0385, -0.0035, -0.002, 0.0007
Si, 1.222, 6.8447, 12.1549, -0.0013, -0.0017, -0.0008
Si, 4.1017, 9.4929, 11.9616, -0.0012, -0.0007, 0.0062
Si, 6.8433, 1.3441, 11.9907, 0.0011, 0.001, 0.0064
Si, 9.4353, 4.1606, 12.0596, 0.0015, 0.0007, 0.0035
Si, 6.7877, 6.8521, 12.2033, 0.0031, 0.0026, 0.0012
Si, 9.5025, 9.5518, 12.2443, 0.0008, -0.0024, 0.0021
Si, -0.099, 2.7688, 13.3632, -0.0034, 0.0006, 0.0094
Si, 2.8431, -0.0049, 13.3207, 0.0041, -0.0062, 0.0102
Si, -0.0305, 8.2774, 13.7161, -0.0008, 0.0001, 0.0043
Si, 2.5986, 5.3544, 13.3535, 0.0046, 0.0044, 0.0062
Si, 5.4573, 2.6807, 13.2712, 0.001, -0.0032, 0.0055
Si, 8.0972, 0.0515, 13.5393, -0.0016, 0.0019, 0.0037
Si, 5.3628, 8.223, 13.4928, -0.0005, 0.0011, 0.0033
Si, 8.1339, 5.4899, 13.577, 0.0019, -0.0024, 0.0056
Si, 1.0589, 4.2111, 14.7882, 0.0015, 0.0077, -0.0474
Si, 4.3964, 1.1457, 14.6714, -0.0007, 0.0002, -0.0452
Si, 1.7994, 9.4295, 14.7981, 0.0046, -0.0058, -0.0443
Si, 3.6906, 6.9665, 14.5934, -0.0114, 0.0009, -0.035
Si, 6.8567, 3.8429, 14.6898, 0.0059, -0.0079, -0.0378
Si, 9.2014, 1.7526, 14.7606, -0.0051, 0.003, -0.0404
Si, 6.4933, 9.8111, 14.8556, -0.0056, 0.0007, -0.0394
Si, 9.7722, 6.5455, 14.9657, 0.0105, 0.002, -0.0518
Si, 2.7149, 2.7546, 16.8961, -0.0022, 0.001, -0.0476
Si, 2.2643, 10.7967, 17.6315, 0.0066, 0.0026, -0.0579
Si, 10.3814, 9.6799, 18.8354, 0.0068, 0.0084, -0.0551
Si, 4.7854, 4.974, 16.7999, -0.0075, -0.0047, -0.0628
Si, 5.3742, 11.1084, 17.4306, -0.0088, -0.0141, -0.0616
Si, 6.6827, 6.3978, 18.7397, -0.0019, 0.0023, -0.07
Si, 7.6903, 9.1095, 17.5194, -0.0064, 0.0053, -0.0528
Si, 10.0176, 24.4429, 22.4829, -0.0099, -0.0051, -0.0783
Si, 9.6213, 12.4949, 19.7089, 0.0093, -0.0071, -0.0747
Si, 6.437, 13.0332, 19.5088, 0.0003, -0.0006, -0.0728
Si, 8.3248, 13.5344, 29.1285, 0.0034, 0.0111, -0.0808
Si, 10.2197, 17.7573, 20.306, -0.0044, 0.0093, -0.0807
Si, -2.345, 16.1735, 22.1315, -0.0134, 0.0067, -0.0615
Si, 6.008, 12.0529, 22.1773, 0.0019, 0.0069, -0.0745
Si, 8.3776, 11.5086, 23.8348, 0.0051, 0.02, -0.0672
Si, 16.7686, 4.9361, 21.0702, 0.0124, 0.0088, -0.0761
Si, 10.8319, 17.4916, 23.225, -0.007, -0.0161, -0.0795
Si, -0.2609, 2.8423, 17.0888, 0.0088, 0.0005, -0.0727
Si, 5.6349, 9.4121, 26.9104, 0.0031, -0.0015, -0.0847
Si, 4.8948, 14.1294, 25.8634, -0.0051, -0.0012, -0.0893
Si, -1.5109, 5.5696, 17.7575, 0.0007, -0.0034, -0.0737
Si, 6.6824, 10.1279, 29.5404, 0.0074, -0.0102, -0.0724
Si, 6.929, 7.367, 30.0188, 0.002, 0.0037, -0.09
Si, 5.4541, 12.6506, 29.447, -0.0062, 0.0136, -0.0737
Si, 5.6778, 11.4069, 24.7607, 0.0121, 0.0158, -0.083
Si, 4.399, 14.6991, 23.1118, 0.0086, 0.0021, -0.0801
Si, 13.0116, 4.1589, 27.0049, 0.0069, -0.0106, -0.098
Si, 5.6719, 15.6476, 29.5489, 0.0064, -0.0136, -0.0759
Si, 1.4606, 4.1768, 24.0251, -0.0089, 0.0038, -0.0835
Si, 3.2427, 16.9912, 28.6184, -0.0073, -0.0081, -0.0647
Si, 9.8273, 8.9228, 25.1297, -0.0036, -0.0015, -0.0897
Si, 11.5441, 20.8205, 27.4514, -0.0034, -0.003, -0.0795
Si, 1.5137, 4.1622, 29.9494, 0.017, 0.0155, -0.094
Si, 7.5132, 4.3421, 27.2394, -0.012, 0.0028, -0.0788
Si, -1.1962, 10.9505, 29.5365, -0.0093, 0.0001, -0.0762
Si, 2.3414, 19.6064, 29.5447, 0.0045, 0.0092, -0.0864
Si, 7.692, 7.2827, 27.0082, 0.0158, 0.006, -0.0757
Si, 3.3271, 21.7678, 28.1721, -0.0023, -0.0049, -0.0664
O, -0.0872, -0.2815, 30.687, 0.007, 0.0046, 0.0666
O, -1.4113, 1.3711, -0.2654, 0.009, 0.0013, 0.0487
O, 3.9346, 1.4333, -0.4915, -0.0058, -0.0039, 0.0544
O, 2.1298, 2.965, 30.8308, 0.0124, -0.0178, 0.049
O, 1.3259, 14.7714, 25.627, 0.0068, 0.0001, 0.0625
O, -6.8122, 6.9797, 31.9462, -0.0016, 0.0071, 0.0384
O, 1.1565, 8.734, 28.4339, 0.0112, -0.0059, 0.0384
O, 7.045, 15.505, 28.7568, -0.0145, 0.0046, 0.0458
N, 5.7613, 0.3845, 30.4451, -0.0101, 0.0005, 0.0685
O, 8.1182, 3.1981, 30.6906, -0.0012, -0.0008, 0.0717
O, 9.7024, 6.65, 31.9546, 0.0237, 0.0173, 0.025
O, 7.8692, 8.0383, 31.1219, 0.0174, 0.005, 0.0521
O, 8.8015, 19.0209, 26.1579, -0.0161, -0.0103, 0.0432
O, 6.9128, 1.9202, 28.7297, -0.0018, -0.0048, 0.035
O, 0.1664, 5.5407, 15.0754, -0.0033, -0.0007, 0.0276
O, 3.5403, 2.0662, 15.6972, -0.0085, 0.0076, 0.0388
O, 2.2616, 1.537, 17.888, -0.0032, -0.0063, 0.0237
O, 1.7832, 10.3855, 16.1308, 0.0009, 0.0117, 0.0492
O, -0.8992, 12.491, 16.2091, 0.0087, 0.0042, 0.0397
O, 2.716, 8.1337, 15.2059, -0.0012, 0.0034, 0.0258
O, 4.022, 5.99, 15.8316, 0.0126, -0.01, 0.0338
O, 5.4166, 5.9771, 17.8613, 0.0156, 0.0087, 0.0469
O, 7.9034, 5.3911, 18.4095, -0.006, 0.0013, 0.0293
O, 9.6905, 10.9028, 19.585, -0.0053, 0.0095, 0.0307
N, 5.4544, 11.011, 15.6677, 0.0038, 0.0009, 0.0405
O, 7.3268, 8.9005, 15.9478, 0.013, -0.0049, 0.0406
O, 11.9573, 10.0541, 18.5045, -0.018, -0.0063, 0.0257
N, 1.2309, 3.3839, 16.3457, 0.0009, -0.0108, 0.0393
O, -2.9162, 2.7443, 15.1578, 0.0004, -0.0062, 0.0248
O, -4.8912, 15.1135, 16.0147, -0.014, 0.01, 0.0342
O, -0.5465, 8.4065, 19.8246, 0.001, -0.0184, 0.031
O, 11.1837, 17.6321, 21.6201, 0.0082, -0.0051, 0.0513
O, 6.6577, 10.2785, 17.9899, 0.0034, -0.0005, 0.023
O, 9.2961, 9.3963, 17.6257, 0.0103, 0.0022, 0.0258
O, 14.762, 10.4879, 17.8498, 0.0009, 0.0009, 0.0198
O, 14.5929, 14.8058, 17.446, 0.0027, 0.0049, 0.0143
O, 7.2641, 7.8647, 18.4427, -0.0052, -0.0105, 0.0195
O, 5.413, 2.6277, 22.6367, -0.0077, 0.0023, 0.0324
O, 10.4311, 5.9815, 18.9417, 0.0052, 0.0061, 0.0424
O, 5.6744, 12.593, 18.1122, 0.0121, 0.0129, 0.0371
O, 13.7058, 14.4588, 23.3861, -0.0055, 0.0037, 0.0326
O, 8.0673, 23.8224, 19.4643, -0.0032, -0.0003, 0.0283
O, 7.589, 11.6404, 22.3906, 0.0061, -0.0056, 0.0362
O, 4.4841, 15.746, 21.8742, -0.014, -0.0106, 0.0358
O, 9.0212, 20.9722, 24.3093, 0.0076, -0.0171, 0.0347
O, -1.1956, 15.0387, 17.0578, -0.0063, 0.0026, 0.0293
O, 4.2326, 12.2143, 28.4348, 0.0131, 0.0047, 0.0362
O, 7.2131, 11.9521, 24.8678, -0.008, -0.0058, 0.0347
O, 6.0817, 3.6673, 20.035, -0.0026, 0.0082, 0.0343
O, 15.6479, 12.5568, 25.4348, -0.004, 0.0062, 0.0361
O, 8.9961, 14.6545, 21.8747, 0.0062, -0.0052, 0.0308
O, 6.9521, 16.0027, 22.2938, 0.0028, -0.0046, 0.0298
O, -0.5589, 12.7216, 21.1512, 0.001, 0.0151, 0.0514
O, 5.2254, 21.9738, 23.2174, -0.0017, -0.0084, 0.045
O, 12.0713, 16.6562, 23.8531, 0.0071, -0.0065, 0.0303
O, 6.3274, 14.4014, 26.5356, 0.0212, 0.0081, 0.042
O, 13.8814, 10.2039, 29.6117, -0.0029, -0.0064, 0.0349
O, 9.5648, 12.5338, 29.3209, -0.0013, -0.003, 0.0374
O, 9.5224, 12.6273, 23.7076, -0.0046, -0.013, 0.0314
O, 10.5947, 2.3397, 18.6241, -0.0136, -0.0146, 0.0488
O, 9.3159, 6.6843, 16.5507, -0.0049, -0.0086, 0.0537
O, 6.5844, 21.148, 27.9122, 0.0052, 0.0069, 0.0521
O, 5.8111, 11.9731, 20.5859, -0.0042, -0.0052, 0.0514
O, 1.3646, -7.2179, 28.3826, -0.0081, 0.0013, 0.0603
O, -4.6896, 7.8909, 26.7827, 0.0024, 0.0011, 0.031
O, 8.798, 17.2229, 20.9037, -0.0011, -0.0112, 0.0379
O, 7.8188, 16.6191, 26.4891, -0.0052, -0.0007, 0.0349
O, 4.9171, 15.131, 24.5812, 0.0077, -0.004, 0.0534
O, 4.1106, -1.146, 27.3379, -0.0079, 0.0097, 0.037
O, 8.7742, 14.3093, 27.72, -0.0004, -0.0105, 0.0402
O, 6.0738, 6.2916, 20.2245, -0.0054, -0.0083, 0.0385
O, 11.0993, 9.4941, 25.9661, 0.0161, 0.0103, 0.051
O, 5.6843, 9.9581, 25.409, -0.003, -0.017, 0.0496
O, 12.7564, 11.059, 27.4233, 0.0088, -0.0007, 0.0251
O, 10.1649, 10.429, 28.1014, -0.0085, 0.0141, 0.0412
O, 14.2788, 7.6538, 28.9549, -0.0083, 0.006, 0.0307
O, 14.4792, 14.3717, 26.7977, -0.0103, 0.008, 0.0381
O, 9.4042, 16.7033, 23.3827, 0.0082, 0.0067, 0.0343
N, 6.1037, 16.8357, 30.6896, -0.0112, 0.0084, 0.0689
O, 11.2577, 14.3146, 23.1242, 0.0163, 0.0049, 0.0321
O, 7.8253, 7.2193, 28.6437, -0.0161, 0.0035, 0.063
O, 16.0217, 3.2905, 30.0254, -0.0036, 0.0008, 0.0305
O, 5.9702, 8.6699, 29.7849, 0.0012, -0.0073, 0.0304
O, 13.2723, 16.6344, 27.2798, 0.002, 0.0096, 0.043
O, 1.9428, 8.3317, 31.0513, 0.0064, -0.0037, 0.0694
O, -2.6312, 21.1868, 29.9041, 0.0027, -0.0015, 0.0232
O, 2.5493, 5.406, 29.9068, -0.0009, -0.0081, 0.0335
O, 4.6934, 16.3168, 28.4504, 0.0047, 0.0092, 0.0318
O, 10.5447, 18.8709, 24.0057, -0.0061, 0.0224, 0.0434
O, 0.2316, 4.7369, 30.7845, -0.0164, 0.009, 0.0612

Results
free energy: -136302.791 eV
free energy less fixed offsets of N -386.36, O -570.45, Si -639.56 eV per atom: 2.389 eV

The program warned: the cutoff lies below the one the program advises for these potential files; the forces do not sum to zero within the program's tolerance; empty levels may hold ghost states of the PAW files; the exchange-correlation potential is rough where the density is thin.
